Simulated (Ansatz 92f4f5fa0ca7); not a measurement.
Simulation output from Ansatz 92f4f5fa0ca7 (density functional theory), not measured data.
Periodic cell of 224 atoms, Si133O90H1, from a study of silicon, its oxide and their interface. The atomic structure is a simulated model.
Doubt: the cutoff is far below the 930 eV that the study's wrapper takes by default for these files, so forces and energies are approximate.

Settings
functional: PBE
potential files: Ansatz PAW
basis: plane waves
wave-function cutoff: 580 eV
density cutoff ratio: 5
exchange-correlation grid ratio: 1
k mesh: 1 x 1 x 1, Gamma-centred
self-consistency stop: 5e-08 eV per atom in the density residual
occupations: fixed
spin: none
net charge: +1 e, with a uniform compensating background and no finite-size correction

Cell vectors (angstrom)
a, 10.938, 0, 0
b, 0, 10.938, 0
c, 0, 0, 32.3913

Atoms and the computed forces on them: element, x, y, z (angstrom), force x, y, z (eV/angstrom)
Si, 0.271, -0.2026, 24.918, 0.1056, -0.0534, -0.3804
Si, 5.1469, 0.4916, 24.9083, 0.0967, 0.0215, -0.4524
Si, 2.8656, 2.6473, 25.0022, 0.095, -0.0654, -0.5618
Si, 7.8866, 2.9959, 24.8716, -0.0319, 0.0432, -0.26
Si, -0.2466, 5.7752, 24.8785, -0.0453, 0.0589, -0.4024
Si, 5.7065, 5.2299, 24.9132, 0.0385, -0.0847, -0.345
Si, 2.4719, 8.5122, 24.8467, -0.1253, 0.0839, -0.3749
Si, 8.4577, 7.9833, 24.8273, 0.0021, 0.0617, -0.4416
Si, 1.3637, 1.3779, 26.2856, 0.0202, -0.0431, -0.0586
Si, 6.7793, 1.4633, 26.2915, 0.074, -0.0047, -0.1127
Si, 4.107, 4.1486, 26.3024, 0.0771, 0.0747, -0.1686
Si, 9.5407, 4.1404, 26.1771, -0.0419, 0.0041, -0.1579
Si, 1.3378, 6.9211, 26.2287, 0.0319, -0.0126, -0.1713
Si, 6.866, 6.8519, 26.1934, -0.0017, -0.0154, -0.1213
Si, 4.1018, 9.6484, 26.1465, -0.0209, 0.0447, -0.1243
Si, 9.574, 9.5835, 26.1996, -0.0077, -0.0242, -0.1427
Si, 2.7456, 0.0037, 27.6151, 0.0184, 0.0036, 0.0531
Si, 8.1858, 0.0182, 27.5669, -0.0347, 0.0142, 0.0268
Si, -0.0361, 2.7546, 27.5773, -0.0495, 0.0661, 0.0444
Si, 5.4373, 2.7761, 27.6696, -0.0702, -0.0326, 0.0888
Si, 2.7092, 5.5226, 27.592, -0.0954, 0.0104, 0.0419
Si, 8.1952, 5.4865, 27.6028, 0.0449, -0.0591, 0.0294
Si, -0.0293, 8.237, 27.6227, -0.0195, -0.0258, 0.0437
Si, 5.4633, 8.231, 27.5386, -0.0723, -0.0208, 0.0004
Si, 4.1018, 1.3673, 28.973, -0.0591, -0.0219, 0.3454
Si, 9.5708, 1.3673, 28.973, -0.1274, 0.046, -0.1879
Si, 1.3673, 4.1018, 28.973, -0.0952, 0.0952, -0.2581
Si, 6.8362, 4.1018, 28.973, 0.1065, 0.2681, 0.2733
Si, 4.1018, 6.8362, 28.973, 0.0654, 0.3075, -0.2478
Si, 9.5708, 6.8362, 28.973, -0.0253, 0.0271, 0.1078
Si, 1.3673, 9.5708, 28.973, 0.0388, 0.0813, 0.1065
Si, 6.8362, 9.5708, 28.973, -0.0318, 0.0358, -0.3293
Si, 0, 0, 30.3403, 0.0793, -0.0144, -0.0439
Si, 5.469, 0, 30.3403, -0.0224, -0.0217, -0.0144
Si, 2.7345, 2.7345, 30.3403, 0.0099, -0.0847, -0.0271
Si, 8.2035, 2.7345, 30.3403, -0.024, -0.0129, -0.028
Si, 0, 5.469, 30.3403, -0.0322, 0.0033, -0.0116
Si, 5.469, 5.469, 30.3403, 0.0995, -0.0077, -0.0303
Si, 2.7345, 8.2035, 30.3403, 0.0262, 0.0053, -0.0257
Si, 8.2035, 8.2035, 30.3403, 0.0065, -0.0749, -0.0439
Si, 1.3673, 1.3673, 31.7075, -0.0645, 0.0355, 0.0059
Si, 6.8362, 1.3673, 31.7075, 0.0343, 0.0523, 0.0181
Si, 4.1018, 4.1018, 31.7075, -0.0217, 0.0503, -0.0078
Si, 9.5708, 4.1018, 31.7075, 0.0097, -0.0163, -0.0026
Si, 1.3673, 6.8362, 31.7075, 0.0626, 0.0501, 0.003
Si, 6.8362, 6.8362, 31.7075, -0.0286, 0.0552, -0.009
Si, 4.1018, 9.5708, 31.7075, -0.0335, -0.0027, -0.0205
Si, 9.5708, 9.5708, 31.7075, -0.0279, 0.0375, -0.0155
Si, 2.7345, 0, 0.6835, 0.0496, -0.0084, 0.0091
Si, 8.2035, 0, 0.6835, 0.0224, -0.1223, 0.0161
Si, 0, 2.7345, 0.6835, -0.0025, 0.0058, -0.0067
Si, 5.469, 2.7345, 0.6835, 0.0099, -0.0423, -0.0042
Si, 2.7345, 5.469, 0.6835, -0.0065, -0.0609, 0.0266
Si, 8.2035, 5.469, 0.6835, -0.0302, 0.0347, 0.0063
Si, 0, 8.2035, 0.6835, -0.0211, -0.0577, -0.0086
Si, 5.469, 8.2035, 0.6835, 0.0359, -0.0325, 0.015
Si, 4.1018, 1.3673, 2.0507, -0.0299, 0.0131, 0.0176
Si, 9.5708, 1.3673, 2.0507, 0.0839, 0.1138, 0.0656
Si, 1.3673, 4.1018, 2.0507, -0.0932, -0.0196, 0.0109
Si, 6.8362, 4.1018, 2.0507, -0.0451, -0.0484, 0.0201
Si, 4.1018, 6.8362, 2.0507, -0.0394, 0.0904, -0.0135
Si, 9.5708, 6.8362, 2.0507, -0.0085, 0.1222, 0.0466
Si, 1.3673, 9.5708, 2.0507, 0.0057, -0.0253, 0.0485
Si, 6.8362, 9.5708, 2.0507, 0.035, 0.0426, 0.0289
Si, 0, 0, 3.418, 0.1813, 0.0868, 0.5115
Si, 5.469, 0, 3.418, 0.3516, 0.2925, -0.2688
Si, 2.7345, 2.7345, 3.418, -0.2114, -0.3031, -0.0969
Si, 8.2035, 2.7345, 3.418, 0.0862, 0.155, 0.1032
Si, 0, 5.469, 3.418, -0.1452, -0.4242, 0.1043
Si, 5.469, 5.469, 3.418, -0.1901, -0.2997, 0.2906
Si, 2.7345, 8.2035, 3.418, -0.3515, -0.4108, -0.4806
Si, 8.2035, 8.2035, 3.418, 0.2307, -0.0869, -0.0099
Si, 1.4598, 1.3621, 4.8943, 0.0913, 0.109, 0.0133
Si, 6.8207, 1.4188, 4.7975, 0.0128, -0.2042, -0.0507
Si, 4.017, 4.0662, 4.8138, -0.3103, 0.1266, -0.1878
Si, 9.6052, 4.0337, 4.8558, 0.0386, 0.0694, -0.0713
Si, 1.4039, 6.7687, 4.7657, -0.0289, 0.2528, -0.0937
Si, 6.9102, 6.7552, 4.7658, 0.265, 0.1251, -0.2081
Si, 4.1338, 9.5283, 4.6773, 0.0706, -0.0372, 0.0782
Si, 9.5658, 9.59, 4.8127, 0.0754, -0.0924, -0.2221
Si, 2.9646, -0.1186, 6.1714, -0.0674, -0.0861, 0.1495
Si, 8.1633, 0.0567, 6.1821, -0.0969, -0.0489, 0.29
Si, 0.0021, 2.6911, 6.3384, -0.0541, -0.1068, 0.0941
Si, 5.3934, 2.7201, 6.1494, 0.2299, -0.0848, 0.5429
Si, 2.5651, 5.3522, 6.2229, -0.0306, -0.0186, 0.2085
Si, 8.2628, 5.4126, 6.2362, 0.0923, 0.1375, 0.2215
Si, 0.0841, 8.1621, 6.0858, 0.0924, 0.0828, 0.1585
Si, 5.4692, 8.1488, 5.9412, -0.1268, -0.1326, 0.1051
Si, 4.4688, 1.0987, 7.7547, -1.5474, 0.0928, -2.4922
Si, 9.9057, 0.9185, 7.5756, 0.1771, -0.0237, -0.0146
Si, 0.9203, 4.3109, 7.8397, 0.1034, -0.1259, -0.2384
Si, 6.5147, 4.3516, 7.4197, -0.272, 0.4266, -0.2977
Si, 4.3303, 6.5539, 7.1827, -0.0989, 0.0381, 0.3113
Si, 9.3314, 7.2122, 7.4343, -0.1951, -0.0645, -0.2432
Si, 1.3684, 9.6521, 7.4416, -0.2245, 0.1216, -0.0947
Si, 6.8938, 9.3599, 7.3527, 0.4327, -0.2612, -0.9542
O, 9.5756, 6.8716, 24.3018, 0.0456, -0.0538, 0.552
O, 3.9657, 1.5515, 24.4262, 0.0502, -0.073, 0.5408
O, 8.1028, 8.2664, 7.3146, -0.0314, 0.0742, 0.3141
O, 3.0078, 1.6157, 8.3993, 0.7013, -0.3706, 0.3554
O, 6.787, 4.1137, 24.2778, -0.0075, 0.0296, 0.6422
O, 1.3479, 9.6205, 24.2667, -0.0157, 0.0224, 0.6678
O, 5.4878, 5.5854, 7.8913, -0.0404, -0.2688, -0.4226
O, 0.1319, -0.234, 7.6098, -0.0225, 0.216, 0.0369
O, 6.7997, 3.5438, 8.8489, -0.4119, -1.0626, 0.4842
O, 6.4859, 9.5243, 8.9414, -0.5303, 1.2018, 0.6029
O, 9.6594, 7.3491, 9.068, 0.0852, -0.0546, -0.1122
O, 1.8752, 9.2513, 8.9803, 0.0624, -0.0376, -0.1358
O, 5.5147, 1.0877, 9.2786, 0.3431, 0.0846, 0.9955
O, 1.7834, 3.7818, 9.1255, 0.3062, -0.2579, 0.2158
O, 9.6727, 1.0714, 9.1976, -0.1644, 0.0597, -0.0972
O, 3.648, 7.437, 8.3707, 0.0005, 0.0779, 0.049
O, 7.8325, 8.6071, 23.426, 0.0853, -0.2127, 0.5273
O, 8.4346, 2.1975, 23.5432, -0.0143, 0.1036, 0.2181
O, 4.9837, 5.9088, 23.605, 0.0503, -0.019, 0.19
O, 2.2525, 3.3205, 23.6241, 0.0212, -0.0588, 0.3475
O, 10.5772, 0.6295, 23.6484, 0.134, -0.0842, 0.2316
O, 0.3984, 5.1994, 23.4737, -0.0605, 0.0446, 0.3198
O, 3.1293, 7.8379, 23.4915, -0.0105, 0.0694, 0.2801
O, 5.4973, 14.1274, 19.1872, 0.0347, 0.0575, -0.0935
Si, 11.3917, 2.37, 20.7737, 0.1195, -0.189, -0.0807
Si, 7.8341, 9.3853, 22, -0.0598, 0.0396, -0.3482
Si, 2.2412, 5.1697, 13.5507, -0.0124, 0.1127, 0.3457
Si, 12.2984, 7.3519, 16.8242, 0.0496, -0.012, 0.2176
Si, -0.1945, -4.586, 9.7508, -0.0372, 0.1122, 0.4818
Si, 10.9459, 8.9313, 14.8104, 0.034, -0.053, 0.1452
Si, -1.3642, -4.9961, 17.7044, -0.0377, 0.0038, 0.2316
Si, 1.6092, 4.474, 22.6669, -0.1165, -0.1699, -0.2248
Si, 4.582, 10.9422, 16.9218, -0.0744, 0.0098, 0.3898
Si, 6.9065, 5.8692, 16.2782, 0.033, -0.0147, 0.2321
Si, 5.7476, 2.7369, 9.8295, 0.6953, 2.6285, 0.7452
Si, 2.8021, 9.2253, 18.6572, 0.0321, 0.0936, 0.2623
Si, 7.8252, 3.5498, 11.7357, 0.6762, 0.5305, 0.4563
Si, 9.104, 1.0613, 10.7089, 0.8307, 0.3948, 0.3121
Si, 9.066, 1.5914, 15.9325, 0.182, -0.0123, 0.2365
Si, 2.6385, 4.6639, 16.5526, -0.0958, 0.0469, 0.213
Si, -3.9072, 3.4082, 14.6237, 0.0008, 0.0803, 0.3021
Si, 6.2761, 10.6843, 10.072, 1.266, -2.2664, 1.4426
Si, 16.0408, 4.5141, 18.3355, -0.0489, -0.0641, 0.2389
Si, 4.9737, 7.1941, 19.8069, 0.063, 0.0613, -0.186
Si, -1.5652, 1.1716, 22.6973, -0.0351, 0.0625, -0.2943
Si, 2.1156, 2.3784, 12.4911, -0.177, 0.1557, 0.7255
Si, 5.4686, 10.9713, 21.8978, -0.1696, 0.0033, -0.4507
Si, 0.0796, 6.981, 12.7663, 0.1356, 0.0293, 0.3871
Si, 13.7616, 2.6633, 9.6299, -1.018, 0.3653, 0.3469
Si, 10.9565, 3.2339, 17.7784, 0.0894, -0.0576, 0.2382
Si, 8.1042, 7.9388, 19.3825, -0.0617, -0.0135, 0.1473
Si, -6.3475, 1.4832, 14.2981, -0.0984, 0.0157, 0.4393
Si, -2.2321, -1.2485, 16.7482, -0.0529, -0.0664, 0.2551
Si, 2.9016, 7.8524, 12.3845, -0.1874, -0.1212, 0.3902
Si, -5.8047, 1.6309, 19.4211, -0.1355, 0.0155, 0.2026
Si, -0.3302, 0.6563, 13.346, 0.0821, -0.1005, 0.4771
Si, 3.8617, 6.6311, 22.6728, 0.084, 0.0509, -0.0845
Si, 2.7576, 0.405, 20.7053, 0.014, 0.0762, -0.0928
Si, 13.4988, 7.8452, 9.4745, 0.1542, 0.0091, 0.0316
Si, 6.2615, 8.6758, 15.3493, 0.0269, 0.0418, 0.3181
Si, 5.1216, -1.2004, 12.873, -0.3924, -0.2122, 1.123
O, 6.4321, 5.0617, 17.5999, 0.0943, 0.0104, -0.1231
O, -0.6071, -4.5887, 11.3855, 0.0305, -0.0433, -0.4879
O, 6.719, 4.9573, 14.9636, 0.0021, -0.0906, -0.1573
O, 2.217, 10.0038, 19.9588, 0.0512, -0.0536, -0.0794
O, -0.3159, 5.0416, 8.7424, 0.2318, -0.175, -0.3179
O, 0.9993, 3.8087, 21.3059, 0.1474, 0.2041, 0.2736
O, 1.3695, 6.7491, 9.6244, -0.0617, -0.0413, -0.0119
O, -5.5958, 0.2287, 13.6001, 0.1395, -0.1292, -0.3377
O, 14.165, 6.4248, 13.142, 0.0152, 0.0734, -0.1504
O, 8.5483, 11.3004, 16.8715, -0.0152, 0.0761, -0.0586
O, 5.351, 9.7304, 16.1779, 0.0689, -0.0926, -0.1629
O, -1.4759, 1.0768, 14.4314, 0.0169, -0.0326, -0.2857
O, 2.2439, 4.0057, 12.4172, 0.0535, -0.2118, -0.3139
O, 6.0045, 8.6548, 13.7302, -0.0087, 0.1241, -0.323
O, 2.6735, 4.4436, 14.936, 0.0122, 0.0209, -0.1909
O, 6.3899, 2.8721, 11.321, -0.865, -0.7435, -0.8883
O, 3.2839, 1.7857, 13.4194, -0.0262, -0.0118, -0.2496
O, 14.9341, 4.0912, 17.22, -0.0325, -0.0066, -0.1144
O, -3.1037, 13.5936, 15.8275, -0.0666, 0.0195, -0.0685
O, 0.6995, 5.733, 13.6257, -0.0604, 0.0266, -0.1453
O, 7.7985, 9.1234, 15.5348, -0.0545, -0.0072, -0.1796
O, 0.3268, 2.4138, 19.1524, -0.0241, 0.0296, -0.0539
O, 4.5551, 5.693, 19.3114, -0.0228, -0.0203, -0.0164
O, 7.8483, 5.1061, 11.2752, -0.0616, -0.2151, -0.1379
O, 10.9224, 6.5632, 17.0819, -0.0128, 0.0481, -0.0725
O, 2.7412, 5.5446, 22.2111, 0.0085, 0.0166, 0.019
O, 9.0695, 6.663, 19.0758, 0.0487, -0.0084, -0.0881
O, 1.2766, 7.9964, 12.3064, 0.0465, 0.0628, -0.1287
O, -5.4537, 0.6981, 18.1139, 0.0427, -0.08, -0.1489
O, 7.6717, 0.2918, 10.7114, -1.2492, -0.0725, -0.5835
O, 11.3486, -0.674, 13.9555, -0.0653, 0.1323, -0.1403
O, 4.2563, 3.4145, 9.8953, 0.7797, -0.8413, -0.1743
O, 4.1028, 8.3237, 19.0232, 0.0697, -0.0543, 0.0198
O, 8.4789, 6.1875, 16.5227, -0.0159, -0.0262, -0.1482
O, 1.3898, 3.8786, 17.2092, 0.0614, 0.02, -0.0876
O, -0.8266, 7.8946, 13.7888, 0.0466, -0.0665, -0.1253
O, 5.594, 2.7401, 14.3136, -0.0133, -0.0119, -0.1222
O, 2.5774, 6.274, 16.7995, -0.0058, -0.0209, -0.0744
O, 9.8443, 4.3851, 18.0781, -0.0524, 0.0192, -0.0602
O, 4.1621, 1.126, 15.8254, 0.002, 0.0946, -0.2507
O, 3.417, 7.8667, 10.8476, 0.0144, 0.0679, -0.293
O, 3.5809, -1.7639, 13.0496, 0.1907, 0.0692, -0.1708
O, 8.5432, 10.8355, 22.1432, 0.0913, 0.1229, 0.0898
O, -2.9354, 3.3864, 13.3361, -0.0266, -0.0634, -0.3264
O, 9.9479, 2.0072, 21.4192, -0.1718, -0.1006, 0.3041
O, 8.5787, 8.5386, 20.8219, -0.028, 0.0136, 0.093
O, -5.024, 1.1735, 20.7913, 0.018, -0.0744, 0.1118
O, 5.4883, -1.0157, 11.3004, 0.2402, 0.8476, -1.3195
O, 1.3406, 8.1419, 15.3781, -0.0732, 0.0817, -0.1205
O, 2.2669, 1.8703, 10.9468, 0.2906, 0.0184, -0.517
O, 6.546, 7.4671, 19.4755, -0.0262, -0.0027, -0.0159
O, 1.5853, -2.5984, 18.0842, -0.1092, -0.0734, -0.1044
O, 1.4726, 12.1298, 21.2787, -0.0668, 0.0688, 0.0797
O, 9.0137, 2.6438, 11.0902, -0.1389, -0.1141, -0.1697
O, 3.2149, -0.608, 17.5416, 0.0229, 0.0633, -0.1576
O, 8.3121, -1.9032, 18.1822, 0.0698, 0.0986, -0.0929
O, 10.2019, -1.6011, 16.2062, 0.0587, -0.0429, -0.1131
O, -0.5579, 2.2339, 16.6378, -0.0805, -0.0531, -0.1497
O, 0.7123, 1.893, 13.1526, 0.1063, 0.0313, -0.2075
O, 6.2909, -1.3176, 21.4845, 0.0131, -0.0779, 0.1103
O, 15.5613, 7.2595, 21.3879, -0.1083, -0.0813, 0.2769
O, 5.9028, 0.2472, 23.4492, -0.0392, 0.0757, 0.5362
O, -4.9078, 7.2139, 16.0255, -0.0398, 0.0599, -0.1179
O, 3.5257, 1.4539, 19.7037, 0.0427, -0.0132, -0.067
O, 3.8372, -0.0935, 21.8335, 0.0235, -0.0831, 0.0866
O, 9.9936, 0.3135, 11.8648, -0.2494, -0.0059, -0.3973
H, 8.6642, 5.6261, 11.442, -0.1324, -0.0887, 0.0472

Results
free energy: -135755.412 eV
free energy less fixed offsets of H -15.97, O -568.88, Si -635.61 eV per atom: -4.112 eV

The program warned: the cutoff lies below the one the program advises for these potential files; the forces do not sum to zero within the program's tolerance; the exchange-correlation potential is rough where the density is thin.
